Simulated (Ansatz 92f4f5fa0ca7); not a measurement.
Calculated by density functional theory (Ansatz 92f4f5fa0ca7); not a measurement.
Periodic cell of 221 atoms, Si132O88H1, from a study of silicon, its oxide and their interface. The atomic structure is a simulated model.
Doubt: the cutoff is far below the 930 eV that the study's wrapper takes by default for these files, so forces and energies are approximate.
This geometry differs little from another in the collection (a relaxation step or a small displacement).

Settings: functional PBE; potential files Ansatz PAW; basis plane waves; wave-function cutoff 580 eV; density cutoff ratio 5; exchange-correlation grid ratio 1; k mesh 1 x 1 x 1, Gamma-centred; self-consistency stop 5e-08 eV per atom in the density residual; occupations fixed; spin none; net charge +1 e, with a uniform compensating background and no finite-size correction.

Cell vectors (angstrom)
a 10.938 0 0
b 0 10.938 0
c 0 0 32.6412

Atoms: element, x, y, z (angstrom)
Si -0.3412 0.3101 25.23
Si 5.7637 -0.402 25.1635
Si 2.5119 3.0459 25.1888
Si 8.4299 2.5779 25.2058
Si 0.2642 5.2523 25.1629
Si 5.0634 5.8039 25.2162
Si 2.9699 8.1927 25.0231
Si 8.1076 8.4189 25.2229
Si 1.362 1.4029 26.4375
Si 6.767 1.3914 26.3831
Si 3.9985 4.2239 26.5752
Si 9.6208 4.1173 26.5251
Si 1.3408 6.9597 26.3645
Si 6.8321 6.8343 26.4241
Si 4.1513 9.5871 26.5452
Si 9.5434 9.6503 26.5866
Si 2.7125 0.0251 27.8343
Si 8.1199 0.0653 27.8759
Si 0.0195 2.727 27.8843
Si 5.4326 2.7723 27.8187
Si 2.6535 5.5827 27.8842
Si 8.1923 5.4703 27.8339
Si -0.006 8.2492 27.8454
Si 5.4985 8.1526 27.8818
Si 4.1018 1.3673 29.2229
Si 9.5708 1.3673 29.2229
Si 1.3673 4.1018 29.2229
Si 6.8362 4.1018 29.2229
Si 4.1018 6.8362 29.2229
Si 9.5708 6.8362 29.2229
Si 1.3673 9.5708 29.2229
Si 6.8362 9.5708 29.2229
Si 0 0 30.5902
Si 5.469 0 30.5902
Si 2.7345 2.7345 30.5902
Si 8.2035 2.7345 30.5902
Si 0 5.469 30.5902
Si 5.469 5.469 30.5902
Si 2.7345 8.2035 30.5902
Si 8.2035 8.2035 30.5902
Si 1.3673 1.3673 31.9574
Si 6.8362 1.3673 31.9574
Si 4.1018 4.1018 31.9574
Si 9.5708 4.1018 31.9574
Si 1.3673 6.8362 31.9574
Si 6.8362 6.8362 31.9574
Si 4.1018 9.5708 31.9574
Si 9.5708 9.5708 31.9574
Si 2.7345 0 0.6835
Si 8.2035 0 0.6835
Si 0 2.7345 0.6835
Si 5.469 2.7345 0.6835
Si 2.7345 5.469 0.6835
Si 8.2035 5.469 0.6835
Si 0 8.2035 0.6835
Si 5.469 8.2035 0.6835
Si 4.1018 1.3673 2.0507
Si 9.5708 1.3673 2.0507
Si 1.3673 4.1018 2.0507
Si 6.8362 4.1018 2.0507
Si 4.1018 6.8362 2.0507
Si 9.5708 6.8362 2.0507
Si 1.3673 9.5708 2.0507
Si 6.8362 9.5708 2.0507
Si 0 0 3.418
Si 5.469 0 3.418
Si 2.7345 2.7345 3.418
Si 8.2035 2.7345 3.418
Si 0 5.469 3.418
Si 5.469 5.469 3.418
Si 2.7345 8.2035 3.418
Si 8.2035 8.2035 3.418
Si 1.3349 1.2969 4.8207
Si 6.8546 1.3113 4.7139
Si 4.079 4.1335 4.7068
Si 9.6257 4.079 4.7648
Si 1.3822 6.8617 4.8918
Si 6.9132 6.7875 4.7041
Si 4.1059 9.5236 4.8271
Si 9.6232 9.5682 4.8539
Si 2.674 -0.1052 6.2428
Si 8.2035 0.0415 6.1566
Si -0.0856 2.6605 6.1936
Si 5.4323 2.683 5.9322
Si 2.8457 5.4796 6.2084
Si 8.3089 5.4882 6.1038
Si 0.0004 8.1979 6.3896
Si 5.5597 8.08 6.0723
Si 3.9055 1.5711 7.3116
Si 9.0229 1.7705 7.6041
Si 1.6544 3.783 7.2921
Si 6.8357 4.053 7.1541
Si 4.711 6.3631 7.4744
Si 9.2997 6.9918 7.6971
Si 1.32 9.5885 7.8447
Si 7.108 9.2875 7.3512
O 1.3893 4.1471 24.6526
O 7.0181 9.5602 24.7361
O 2.7924 2.6864 7.808
O 8.1847 8.1847 7.9771
O 5.7734 5.1341 7.9129
O -2.2159 2.2671 18.7953
O 4.0368 6.9919 24.5406
O 9.515 1.4347 24.6677
O 2.1822 8.5114 8.7625
O 0.9328 4.3124 8.6653
O 9.3699 1.1473 9.1001
O 6.484 10.0007 8.6783
O 4.6482 1.0504 8.668
O 4.4507 7.1793 8.872
O 7.8855 2.9654 7.9353
O 9.6851 6.398 9.2068
O 3.2221 2.3896 23.8533
O 4.9733 -0.4037 23.6884
O 7.8209 3.3934 23.9073
O 10.599 5.8715 23.7726
O 8.8197 7.8677 23.8421
O 0.1447 10.4847 23.8455
O 5.4935 4.8166 23.9825
O 1.1998 10.4869 21.4134
Si 4.1249 6.7513 12.1944
Si 8.4379 -2.342 14.6155
Si 5.3258 2.8531 13.3348
Si 6.7331 -4.0279 18.8781
Si 8.5078 -9.6512 17.5218
Si 1.7747 -3.2191 18.2466
Si 0.9182 9.5955 22.7573
Si 11.7742 3.6055 10.1284
Si 5.3507 10.7954 9.5044
Si 2.646 4.0635 12.4224
Si 13.3419 -5.4806 16.4996
Si -1.1452 2.9598 19.8138
Si 10.9402 1.2199 15.4964
Si 0.5187 -6.8143 14.5045
Si 6.5091 0.346 12.25
Si 0.3898 11.2204 20.1345
Si 14.3212 -6.0982 20.5652
Si 6.7892 -5.7801 11.9322
Si 5.4832 -2.0179 13.855
Si 6.4873 3.8738 23.1119
Si 9.5192 0.0207 12.838
Si 10.6977 0.662 9.9331
Si 1.7621 -0.3906 17.4603
Si 4.1185 -3.2226 20.4851
Si 9.1877 -4.9479 13.4907
Si 0.9006 -5.8717 18.9713
Si 5.9283 2.4212 16.2492
Si 4.0469 2.2886 22.4529
Si 4.7026 -0.4269 16.3774
Si 9.9329 7.094 22.943
Si 7.5262 -1.4819 17.3764
Si 9.4341 5.5751 10.6052
Si -2.6968 5.2427 21.0451
Si 3.8817 -0.7424 22.5535
Si 4.9546 4.8239 17.7014
Si 14.4628 -2.6769 9.658
O 1.7252 4.5559 17.6729
O 9.8588 -9.8784 16.6879
O 19.0127 0.7262 12.5342
O 6.0482 -1.1819 12.5702
O 2.9392 -2.9459 19.3822
O 5.9813 6.0923 17.6809
O 3.7732 -4.6452 21.2632
O 4.452 7.7529 13.4267
O -1.1838 6.4235 11.9941
O 2.2726 3.9498 10.843
O 14.5867 -7.4472 21.4305
O 4.8742 1.1878 16.2841
O 5.6292 1.2722 13.2341
O 4.1995 4.7853 19.1521
O 2.5451 9.3256 23.4544
O 10.4027 4.2628 10.7306
O 16.6643 3.4111 17.5227
O 8.0903 -0.1662 18.1937
O 4.2106 -1.8954 21.4642
O 7.4253 1.8042 16.4336
O 5.6611 2.5138 22.6836
O 5.9549 -1.1748 17.1082
O -3.2853 -2.8316 18.2671
O 1.4082 0.4446 18.8424
O -0.8512 -0.7448 19.9699
O 7.6158 5.5921 13.2776
O 7.8458 5.1311 10.6775
O 17.1247 -7.2637 12.2238
O 5.7508 3.2646 14.8622
O 9.9954 -6.1923 14.1669
O -1.8102 -1.4538 13.4286
O 3.2296 7.5568 11.0933
O 1.5054 -5.6977 15.1755
O 14.6821 3.0154 12.9966
O 11.3329 -8.1406 15.4302
O 9.2712 -3.7382 14.5777
O 6.8433 -2.6722 14.4693
O 9.205 6.4151 21.6613
O -0.5355 0.7641 14.0118
O 0.1894 8.1635 22.5089
O 1.7722 4.8152 20.3223
O 7.71 -5.0922 19.6318
O 5.6113 -3.3469 19.8523
O 2.4478 -3.9074 16.9257
O 1.0724 -1.8525 17.7344
O 3.1941 -5.3839 12.7683
O 3.6812 0.7579 21.8834
O 10.8032 -9.1116 20.4477
O 10.5167 4.1533 18.9775
O 6.114 0.6211 10.7106
O 5.5481 -4.7639 11.6084
O 12.166 3.6996 13.1171
O -4.027 -6.0503 21.9138
O 3.9518 4.9657 16.4125
O 8.9972 -7.1488 20.9672
O -2.4259 -1.6003 16.0717
O 3.3608 -0.6559 17.2674
O 11.6378 1.9773 10.1571
O 12.1887 0.3168 16.0685
O 4.2294 9.7017 9.9563
O 11.4777 -0.4084 8.9647
O 10.3315 0.0004 11.4021
O 4.6405 -1.0783 14.8876
O 0.6335 6.6841 18.8309
H -1.6192 -0.5492 19.3891

Results
free energy: -133982.621 eV
free energy less fixed offsets of H -15.97, O -568.88, Si -635.61 eV per atom: -4.691 eV

Forces (eV/angstrom), in the order of the atoms: element, x, y, z
Si -0.0628 -0.015 -0.1708
Si -0.0509 -0.1219 -0.379
Si -0.0492 0.0686 -0.1369
Si 0.0919 -0.0668 -0.0396
Si 0.0771 -0.1302 -0.0236
Si -0.1047 0.0478 -0.2556
Si 0.6013 -0.4777 0.6426
Si -0.0876 0.1226 -0.0701
Si 0.0274 0.0325 0.0564
Si 0.0271 0.1141 0.0657
Si 0.0195 -0.0444 0.0608
Si 0.017 -0.0423 -0.0152
Si 0.0031 0.0354 0.1093
Si 0.0237 -0.006 0.0019
Si -0.1414 -0.2294 0.0353
Si -0.0432 0.0302 0.0407
Si 0.0446 -0.0019 -0.0089
Si 0.0058 -0.0403 -0.0198
Si -0.0211 0.0176 -0.0231
Si -0.0249 -0.0108 -0.0216
Si -0.0691 -0.0188 -0.0035
Si 0.0091 0.0141 -0.0128
Si -0.0125 -0.067 -0.0052
Si -0.0698 0.1208 -0.0565
Si -0.0232 0.1349 -0.2066
Si -0.1607 0.0927 0.1299
Si -0.2018 0.2894 0.2017
Si -0.014 -0.0828 -0.1944
Si -0.0375 0.057 0.3457
Si -0.018 0.0199 -0.236
Si 0.1389 0.0681 -0.0358
Si -0.1709 0.0664 0.1862
Si -0.0667 -0.0389 -0.023
Si 0.001 -0.1112 -0.0081
Si 0.1311 0.0959 -0.0294
Si 0.0679 0.0197 0.0086
Si 0.0037 -0.1483 0.0175
Si -0.0587 -0.0849 -0.0169
Si 0.1366 0.0558 0.0241
Si 0.0539 0.0666 -0.0224
Si -0.0468 0.0484 -0.03
Si -0.0224 0.0063 -0.0377
Si 0.0235 -0.0194 0.0044
Si -0.0636 0.0543 -0.001
Si -0.0371 0.0288 -0.0418
Si -0.0264 -0.0045 -0.0261
Si -0.0375 0.0674 -0.0072
Si 0.0096 -0.0148 0.0104
Si 0.0411 -0.0337 0.023
Si -0.0262 0.0248 0.0203
Si -0.0161 0.0216 0.0129
Si 0.0493 0.0032 0.0227
Si 0.0399 -0.0497 0.0092
Si 0.0123 -0.0629 0.0399
Si 0.0564 -0.0636 0.0112
Si 0.0151 0.0153 0.0058
Si -0.0707 -0.0425 0.0331
Si -0.0231 0.0092 0.016
Si 0.0058 -0.0112 0.0016
Si -0.0877 0.0012 -0.0237
Si 0.0362 -0.0087 0.0123
Si 0.0614 0.163 0.009
Si -0.078 0.0493 0.0127
Si -0.0414 -0.0379 -0.005
Si 0.0315 -0.3616 -0.0757
Si -0.2869 -0.4793 -0.1462
Si -0.4573 -0.2373 0.0592
Si 0.1136 0.0766 -0.1436
Si 0.4354 0.196 0.2534
Si 0.1826 -0.0174 -0.5602
Si -0.1268 -0.0533 0.2937
Si 0.4869 0.3528 -0.0756
Si 0.0188 0.0471 0.0451
Si -0.0095 0.0422 0.0214
Si 0.0093 -0.0313 0.0605
Si -0.014 0.0114 0.0536
Si 0.0049 0.0089 0.022
Si 0.0413 -0.0084 0.0552
Si -0.0003 -0.0121 0.0322
Si 0.0037 -0.0273 0.0219
Si -0.0123 0.008 -0.0163
Si 0.0433 -0.015 0.0043
Si 0.0478 -0.0628 -0.0391
Si -0.0526 0.01 0.0316
Si 0.0022 -0.0394 -0.007
Si -0.0294 0.0479 -0.024
Si -0.072 0.0275 0.018
Si 0.002 -0.023 -0.0113
Si -0.1148 0.0828 0.0157
Si -0.0862 0.1096 0.0867
Si 0.0787 -0.0944 0.0692
Si 0.0748 -0.0483 0.1056
Si 0.1084 -0.0623 0.0303
Si -0.0224 0.1124 0.0361
Si 0.003 -0.0403 0.0869
Si 0.1314 -0.1454 0.178
O -0.0058 -0.0342 0.0993
O 0.0089 -0.0647 0.1028
O -0.032 0.0309 -0.1643
O -0.0563 0.0641 -0.1526
O -0.0482 0.0199 -0.0684
O -0.0003 -0.0094 0.0407
O -0.0913 0.1918 0.1719
O -0.0525 0.0868 0.1048
O 0.0383 -0.0037 -0.0651
O 0.0266 0.0211 -0.0643
O 0.0022 -0.0102 -0.0766
O -0.0101 -0.0066 -0.1053
O 0.0385 -0.0482 0.005
O -0.0207 0.0041 -0.0514
O -0.0586 0.0317 -0.1409
O -0.0016 0.0114 -0.0856
O -0.0142 0.0264 0.0859
O -0.0833 -0.1046 0.1666
O 0.0368 -0.019 0.0628
O -0.0221 0.0349 0.0038
O 0.0369 -0.025 0.0285
O 0.257 -0.1618 -0.0194
O 0.0142 0.0425 0.1161
O 0.0402 -0.1659 0.2746
Si -0.0031 -0.0441 0.0341
Si -0.0015 -0.006 -0.0874
Si -0.0264 -0.0082 -0.0597
Si 0.0069 -0.0569 -0.0894
Si 0.0081 0.044 -0.0655
Si -0.0156 -0.0398 -0.0816
Si -0.2931 0.2351 -0.2198
Si -0.0081 0.0055 0.1774
Si 0.025 0.0339 0.085
Si 0.0103 0.0105 0.0332
Si -0.0117 -0.0299 -0.0759
Si 0.0138 0.0333 -0.1097
Si -0.0159 0.0147 -0.1055
Si 0.0014 0.0027 -0.0971
Si 0.0143 0.0014 0.0618
Si -0.0554 0.0875 -0.1915
Si -0.0437 0.0309 -0.1682
Si -0.017 -0.0086 0.0326
Si 0.0083 -0.0181 -0.0739
Si -0.0415 0.0359 -0.1106
Si -0.0464 -0.0012 0.001
Si 0.0186 0.0145 0.0721
Si -0.0307 0.022 -0.074
Si 0.0145 -0.2211 -0.2581
Si 0.006 0.0014 -0.0337
Si -0.005 -0.0291 -0.0783
Si -0.0005 0.0246 -0.0991
Si 0.0007 0.0419 -0.1197
Si 0.0284 -0.0056 -0.1152
Si -0.0971 -0.0638 -0.0599
Si -0.0049 -0.0374 -0.0827
Si -0.0166 -0.0059 0.0908
Si -0.0165 -0.0632 -0.2019
Si 0.3762 0.2448 -0.2397
Si 0.0027 0.0177 -0.0695
Si -0.055 -0.0215 0.1205
O 0.015 -0.0017 0.0414
O 0.003 -0.0115 0.0549
O 0.0085 -0.0112 -0.0066
O -0.0044 -0.0115 0.0074
O 0.0294 0.0287 0.0867
O -0.0024 0.0062 0.0332
O 0.0052 0.037 0.0605
O 0.0122 0.0231 0.0137
O -0.0124 -0.0083 0.0008
O -0.0172 -0.002 -0.054
O 0.0106 -0.0496 0.1134
O -0.012 -0.0133 0.0541
O -0.0048 0.0048 0.0156
O 0.0012 0.0001 0.0567
O -0.2651 0.3414 -0.5335
O 0.0141 -0.0186 -0.0645
O 0.0037 -0.0122 0.0399
O -0.0163 -0.0036 0.0416
O -0.1388 0.1077 0.2954
O 0.0108 -0.0134 0.0313
O 0.0151 0.0004 0.0712
O -0.0112 0.0093 0.0554
O 0.0103 0.0256 0.0316
O -0.0088 -0.0084 0.0484
O 0.0371 -0.0072 0.0703
O 0.0105 0.0065 0.0162
O 0.0082 -0.0038 -0.0506
O 0.0089 0.0027 -0.0108
O 0.0115 0.0004 0.056
O 0.0068 -0.0089 0.0247
O 0.0024 -0.0146 0.0321
O 0.0226 0.0337 -0.0805
O 0.0164 0.0197 0.0462
O 0.0149 -0.0014 0.0056
O -0.0077 -0.0226 0.0532
O -0.0113 0.0108 0.0254
O 0.0205 -0.0008 0.043
O 0.0535 0.0448 0.098
O 0.0138 0.0024 0.0299
O 0.1543 0.0544 0.0971
O 0.0209 0.0168 0.0602
O 0.0078 0.0043 0.0835
O -0.0697 0.0441 0.0907
O 0.0143 0.0118 0.0321
O -0.0112 0.0095 0.0315
O 0.0156 0.0122 -0.0193
O -0.0364 -0.0904 0.0957
O 0.01 -0.0483 0.0439
O -0.0102 -0.0215 0.0531
O -0.0249 -0.0214 -0.0886
O -0.012 0.0131 -0.0288
O -0.0156 -0.0046 0.0048
O -0.0099 -0.0376 0.0904
O -0.0121 0.0096 0.0387
O -0.0072 0.0347 0.0591
O -0.0061 0.0125 0.0504
O 0.0132 0.0051 0.0497
O 0.0077 -0.0115 -0.0408
O 0.0093 -0.0129 0.058
O 0.0093 -0.0039 -0.0353
O 0.0131 -0.0228 -0.0939
O 0.0134 0.025 -0.0491
O -0.0131 0.0147 0.062
O 0.0157 0.0185 0.0502
H 0.0412 0.0101 -0.0246

The program warned: the cutoff lies below the one the program advises for these potential files; the exchange-correlation potential is rough where the density is thin.
